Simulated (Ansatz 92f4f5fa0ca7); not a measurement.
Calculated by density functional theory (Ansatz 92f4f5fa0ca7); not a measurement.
Periodic cell of 252 atoms, Si144O100N8, from a study of silicon, its oxide and their interface. The atomic structure is a simulated model.
This geometry differs little from another in the collection (a relaxation step or a small displacement).

Settings
functional: r2SCAN
potential files: Ansatz PAW
basis: plane waves
wave-function cutoff: 800 eV
density cutoff ratio: 5
exchange-correlation grid ratio: 1
k mesh: 1 x 1 x 1, shifted by 0.5 0.5 0 of a step
self-consistency stop: 1e-10 eV per atom in the density residual
occupations: fixed
spin: none
net charge: 0

Cell vectors (angstrom)
a	10.888	0	0
b	0	10.888	0
c	0	0	35.3074

Atoms: element, x, y, z (angstrom)
Si	-0.169	0.5646	0.122
Si	2.5561	3.4769	0.3099
Si	0.6547	5.0329	0.2858
Si	3.0581	8.2252	-0.0348
Si	5.7633	0.1397	0.0128
Si	8.8924	2.2019	-0.0106
Si	5.6877	6.6402	-0.511
Si	7.6916	8.9031	-1.2084
Si	1.5169	1.591	1.4448
Si	4.3449	4.3958	1.6989
Si	1.5739	6.8929	1.3419
Si	4.268	9.6565	1.3375
Si	7.0908	1.4254	1.3927
Si	9.6883	4.0148	1.3382
Si	6.1006	6.1941	1.6812
Si	9.6035	9.6558	1.2521
Si	0.0208	2.7134	2.8729
Si	2.8028	0.0402	2.6831
Si	0.0332	8.1854	2.5819
Si	2.7352	5.5486	2.9321
Si	5.5872	2.7056	2.753
Si	8.2224	-0.0618	2.7853
Si	5.3699	8.139	2.808
Si	8.1342	5.3407	2.6097
Si	1.3563	4.1168	4.1854
Si	4.1642	1.3525	4.0621
Si	1.3733	9.5441	4.0178
Si	4.0296	6.9052	4.2815
Si	6.8945	4.0371	4.1539
Si	9.5469	1.3127	4.1629
Si	6.8224	9.465	4.1064
Si	9.5195	6.7897	3.9346
Si	0.0452	-0.0231	5.4551
Si	2.7996	2.7162	5.4208
Si	-0.0486	5.4839	5.4515
Si	2.6327	8.2302	5.557
Si	5.4529	-0.0323	5.4568
Si	8.2058	2.6774	5.5382
Si	5.4836	5.4601	5.4369
Si	8.2262	8.1157	5.4019
Si	1.423	1.3542	6.7674
Si	4.1235	4.0937	6.7794
Si	1.287	6.8224	6.8858
Si	4.0664	9.5553	6.8617
Si	6.8029	1.3097	6.8478
Si	9.5656	4.0854	6.8468
Si	6.8575	6.7839	6.7829
Si	9.5505	9.4877	6.789
Si	0.1054	2.7218	8.141
Si	2.6712	0.0006	8.2139
Si	-0.064	8.1851	8.266
Si	2.7188	5.4005	8.1447
Si	5.4629	2.7462	8.154
Si	8.1666	-0.087	8.1732
Si	5.4899	8.1523	8.1223
Si	8.1647	5.4222	8.1781
Si	1.3837	4.0852	9.5985
Si	4.0059	1.4575	9.4443
Si	1.316	9.527	9.6487
Si	4.1614	6.7363	9.4135
Si	6.8724	4.0309	9.551
Si	9.6293	1.2869	9.3855
Si	6.7802	9.469	9.5939
Si	9.401	6.8353	9.5762
Si	-0.1126	0.0582	11.0178
Si	2.7438	2.6956	10.9941
Si	-0.0945	5.4692	10.8315
Si	2.795	8.0293	10.7591
Si	5.3273	0.0701	10.702
Si	8.3468	2.5873	10.7719
Si	5.5	5.4432	10.844
Si	8.0719	8.1005	11.1088
Si	1.2958	1.4388	12.4057
Si	4.3307	3.9873	12.1959
Si	1.3209	6.81	12.1122
Si	3.9374	9.6078	12.0091
Si	6.9145	1.189	11.9863
Si	9.6156	3.9769	12.2223
Si	6.788	6.5626	12.4844
Si	9.3732	9.5548	12.4557
Si	0.4157	3.2571	13.6955
Si	2.107	-0.5566	13.3476
Si	0.4497	8.6063	13.403
Si	3.8761	4.961	14.2648
Si	5.2682	2.3097	15.107
Si	7.779	0.8941	15.4736
Si	5.2857	9.2104	13.8559
Si	7.8648	4.7927	13.5406
Si	1.6119	5.3256	13.9482
Si	6.2162	3.0229	13.1603
Si	3.6674	10.4396	15.0699
Si	5.3249	6.9335	14.3902
Si	8.6795	5.558	15.7184
Si	10.0835	2.8026	15.6865
Si	7.4104	10.4274	13.5784
Si	11.4173	7.0608	15.1838
Si	8.4677	3.1705	32.3088
Si	16.9461	-10.6246	27.9608
Si	4.7321	9.6595	17.6342
Si	3.6048	3.6797	17.0005
Si	11.8519	13.1955	18.0844
Si	2.8312	5.8481	23.94
Si	15.2565	18.1533	19.1839
Si	17.9472	0.6549	20.3125
Si	6.1031	7.1458	16.6587
Si	10.0026	3.1519	27.7349
Si	8.9328	9.6205	19.3314
Si	12.4549	18.8115	19.8053
Si	12.2318	3.1823	23.212
Si	5.8102	1.7215	17.8895
Si	13.6298	9.5863	22.1583
Si	8.0062	17.9314	22.493
Si	1.5148	-2.3561	24.779
Si	10.255	4.6228	18.0425
Si	12.6179	9.1413	17.0909
Si	10.2092	10.9817	17.0288
Si	16.2159	-0.1996	22.7232
Si	7.8618	-5.6679	24.7356
Si	9.5125	20.1181	24.1979
Si	15.8107	-3.3137	22.1817
Si	8.8117	5.9333	27.3862
Si	9.464	6.9154	19.712
Si	12.9518	9.2214	27.7383
Si	6.0575	-6.2074	28.4006
Si	23.5633	13.6472	29.1373
Si	14.1332	11.9789	27.348
Si	4.4819	-12.6066	29.4289
Si	4.1506	2.1453	33.3862
Si	5.8531	-6.2986	32.6461
Si	7.5092	11.014	25.0861
Si	25.5079	1.7487	24.511
Si	23.2401	1.264	20.8857
Si	-0.2952	18.6069	29.1014
Si	-6.2763	17.3623	30.4291
Si	-1.3271	2.5766	24.8849
Si	-3.3358	2.3155	29.507
Si	9.6048	10.9274	21.7053
Si	20.6235	8.0893	32.0059
Si	2.8247	11.3096	31.1001
Si	10.5894	5.274	32.5682
Si	12.9569	17.1367	17.5924
Si	15.8886	4.3563	25.4932
Si	12.6013	16.5095	30.3352
Si	1.1643	-1.1493	33.1618
O	4.1798	-3.6414	34.5676
O	-8.8839	-1.3542	23.6018
O	6.6889	-0.7137	34.2517
O	0.0507	5.3907	34.1193
O	4.9058	1.2616	34.5015
O	-2.581	11.8353	21.3206
O	15.7195	13.7818	24.8177
O	12.7078	-3.8925	24.4272
O	0.1871	-2.3727	32.7967
O	13.4416	2.4978	27.7285
O	0.6201	-15.3458	29.4645
O	1.095	-5.5495	31.7842
O	5.7114	5.1553	34.143
O	6.7918	7.5661	34.0598
O	7.5461	6.3526	16.63
O	11.3651	9.9813	16.4563
N	6.4857	1.7632	16.293
O	-0.9495	10.628	18.5797
O	5.3189	6.6113	18.0214
N	3.2905	9.7852	16.6569
O	5.9527	8.806	16.8949
O	10.8638	3.3578	18.8446
O	10.6876	2.8733	23.7192
O	12.3518	-1.7492	18.7147
O	15.5907	-9.7527	28.0232
O	15.0138	12.0125	15.1419
N	15.2044	3.7161	15.4609
O	13.3549	10.9887	21.3945
O	11.0313	7.1817	20.049
O	10.8202	19.6186	24.9681
O	25.4217	5.1951	25.1891
O	15.1316	11.7468	23.2845
O	7.4326	-0.673	19.4294
O	8.4588	6.2637	25.8318
O	14.123	16.1301	17.1439
N	9.4812	4.2149	16.5538
N	12.4793	-3.3698	16.5096
O	37.7609	8.0167	30.3789
O	3.5776	12.0069	32.3188
O	15.2932	19.7714	19.0045
N	13.5798	6.8445	19.0683
O	2.1778	15.1174	29.6634
O	9.8454	6.707	15.5404
O	11.5737	16.3597	17.7157
O	-2.0648	12.9404	14.9664
O	6.7676	12.7195	19.216
O	2.1898	13.814	17.2336
O	1.8569	15.6172	23.2554
O	8.4377	-1.1817	25.2999
O	6.2562	16.0112	24.8399
O	22.407	8.8101	28.349
O	10.8488	0.8756	21.2144
O	4.9225	6.9957	20.6625
O	13.0549	-9.2956	30.193
O	9.9117	8.3853	30.4198
O	7.4382	-5.4307	28.0887
O	9.4949	9.551	20.8535
O	20.7249	10.5016	23.2339
N	15.3139	9.231	22.3984
O	19.8473	19.0117	18.7375
O	5.1218	11.1574	18.035
O	8.5597	14.7075	25.0192
O	3.9395	6.5468	22.9766
O	1.6601	13.5474	21.6994
O	4.7016	13.8156	17.9585
O	20.1722	5.5001	18.9676
O	23.3893	12.3003	19.2695
O	19.0942	5.6276	23.2248
O	14.3886	0.8079	25.7895
O	10.3155	2.4175	26.3185
N	21.6731	12.5748	16.8599
O	13.2162	9.1054	34.0962
O	2.2842	13.2484	24.218
O	-6.9883	-22.2585	30.2984
O	8.7292	21.694	16.3881
O	8.9419	8.0847	23.2535
O	17.2665	3.4417	29.4044
O	8.4963	1.3596	24.6997
O	24.7425	24.7731	34.0908
O	11.0961	2.7506	28.8383
O	24.7906	17.4079	30.5651
O	20.4705	-4.4043	32.1781
O	8.3914	13.2505	33.7157
O	6.4703	7.5225	22.6459
O	8.6007	13.5592	28.3411
O	17.9021	11.7361	29.1188
O	3.2715	-2.3637	28.556
O	-1.4737	-3.6473	28.1033
O	17.4169	-0.2289	23.8217
O	9.9222	4.7523	27.4935
O	5.2477	16.5938	31.6765
O	-5.7649	3.1548	32.5861
O	17.587	0.3582	26.47
O	8.1817	-8.635	31.0003
O	8.4819	-4.0187	20.9768
O	16.7013	11.2613	21.2854
O	13.0013	-2.4802	21.2362
O	1.7064	10.3399	31.7585
O	8.5047	8.9032	32.6875
O	8.7149	30.658	35.3707
O	-5.852	-5.1797	29.0831
O	7.4027	4.378	32.2943
O	-5.5666	4.1571	27.0597
O	11.2545	0.0216	33.9566
O	9.9237	3.8518	32.1902
O	13.1089	19.7304	26.1851
O	13.1435	-0.0687	27.8846
O	5.6478	9.6494	28.4013

Results
free energy: -152239.825 eV
free energy less fixed offsets of N -386.36, O -570.45, Si -639.56 eV per atom: -7.305 eV

Forces (eV/angstrom), in the order of the atoms: element, x, y, z
Si	0.0035	-0.0009	0.0001
Si	0.0022	-0.0001	0.0008
Si	0.0012	0.0028	-0.0063
Si	0.0006	-0.0017	-0.0027
Si	0.0011	-0.0006	-0.0016
Si	0.0012	0.0007	-0.0043
Si	0.0006	0.0001	-0.0052
Si	-0.0005	-0.0013	0.0004
Si	-0.0002	-0.0013	-0.0004
Si	-0.0008	0.0002	-0.0014
Si	-0.0002	-0.0002	0
Si	0.0025	-0.0006	0.0016
Si	0.002	0.0007	-0.0008
Si	-0.0002	0.0001	0.0052
Si	0.0016	-0.003	-0.0026
Si	-0.0005	-0.0004	0.0001
Si	0.0001	-0.0015	-0.0024
Si	0.0015	0.0014	-0.0027
Si	0.0009	0.0007	-0.0024
Si	-0.0003	-0.0022	-0.0009
Si	-0.0023	-0.0023	-0.0005
Si	0.0001	-0.0004	-0.0033
Si	0	0.0002	-0.0013
Si	0.0016	-0.0023	-0.0017
Si	0.0021	0.0005	-0.0012
Si	0.002	-0.0008	0.0002
Si	0.0007	-0.0008	-0.0017
Si	0	0.0004	-0.0018
Si	0.0009	0.0016	0.0001
Si	0.0004	-0.0004	0.0011
Si	0.0016	0.0001	-0.0023
Si	0.0018	-0.0025	-0.0018
Si	-0.0002	-0.0012	0.0012
Si	0.0009	-0.001	-0.0019
Si	0.0008	0.0023	-0.0007
Si	0.0019	0	0.0008
Si	0.001	0.0002	0
Si	-0.0016	0.0009	0
Si	0.0003	-0.0011	-0.0019
Si	-0.0019	-0.0012	-0.0004
Si	-0.0005	-0.0016	-0.0004
Si	-0.0008	-0.001	-0.0003
Si	0.0001	-0.0008	0.0002
Si	0.0001	0.0015	-0.0009
Si	0.0011	0.0001	-0.0006
Si	-0.0003	-0.0016	-0.0018
Si	-0.0005	-0.0006	-0.0001
Si	0.0013	0.0006	0.0001
Si	0.0007	-0.0011	-0.0005
Si	-0.0017	-0.0024	-0.0005
Si	0.0012	-0.0003	0.0003
Si	0.0005	0.001	-0.0019
Si	0.0019	0.0005	0
Si	0.0008	-0.0011	-0.0003
Si	0.0001	-0.0002	-0.0018
Si	0.001	-0.0012	-0.0004
Si	0.0017	-0.0027	-0.0016
Si	0.0004	-0.0011	0
Si	-0.0018	0.0005	0.0001
Si	0.0014	-0.001	-0.0007
Si	-0.0009	0.0013	-0.0032
Si	0.0046	-0.0027	-0.0007
Si	-0.001	-0.0011	-0.0019
Si	-0.0003	0.0019	-0.0011
Si	0.0016	-0.0015	-0.0047
Si	-0.0025	0.0006	-0.0001
Si	-0.0007	0.0009	0.0026
Si	0.0022	-0.0005	0.0014
Si	0.0007	-0.0008	-0.0003
Si	-0.0014	0.0024	0.003
Si	0.0004	-0.0015	-0.0007
Si	0.0003	-0.0004	-0.0005
Si	0.0004	-0.0045	0.003
Si	-0.0013	-0.0001	-0.0025
Si	-0.0017	-0.0048	0.0039
Si	0.0014	-0.0001	0.0031
Si	-0.0004	0.0014	-0.0018
Si	-0.0024	0.0007	-0.0017
Si	0.0009	0.0018	-0.0011
Si	0.0046	-0.0006	-0.0006
Si	0.0017	-0.001	0.0019
Si	-0.0018	0.0026	-0.0049
Si	-0.0065	0.0026	0.0031
Si	0.0012	-0.0034	0.0054
Si	-0.0024	-0.0008	-0.0031
Si	-0.0008	0.004	0
Si	0.0005	0.0014	-0.0034
Si	0.0032	0.0002	0.0037
Si	0.0004	0.0003	-0.0012
Si	0.0024	-0.0027	0.0002
Si	0.0042	0.0062	0.005
Si	-0.0008	0.0002	0
Si	0.0019	0.0069	-0.0056
Si	-0.0036	-0.0013	0.001
Si	0.0002	-0.0003	0.0037
Si	-0.0066	-0.0013	-0.0003
Si	0.0024	-0.0017	0.0008
Si	-0.0012	0.0011	-0.0023
Si	0.0002	0.0009	0.0017
Si	0.0002	-0.0029	-0.002
Si	0.0001	-0.0007	0.0013
Si	-0.001	-0.0005	-0.0001
Si	0.0017	-0.0013	0.0001
Si	-0.0031	0.0025	-0.0004
Si	-0.0039	-0.0012	0.0039
Si	-0.0004	0.0006	-0.0022
Si	0.0001	-0.0005	0.0013
Si	-0.0004	-0.0015	0.0033
Si	-0.0026	0.0031	0.0009
Si	-0.0014	0.0022	0.0046
Si	-0.0006	0.0001	0.0012
Si	0.0001	-0.0008	0.0004
Si	0.001	0.0017	-0.0004
Si	-0.0002	-0.0006	0.0007
Si	-0.0025	-0.0019	0.0004
Si	0.0002	0.0003	-0.0012
Si	-0.0021	0.0022	-0.0005
Si	0.0016	-0.001	-0.0007
Si	-0.0015	0.0003	-0.0011
Si	-0.0004	-0.0012	-0.0007
Si	-0.0007	-0.0001	-0.0012
Si	-0.002	0.002	0.0037
Si	-0.0018	0.0009	-0.003
Si	-0.0013	-0.0008	-0.0027
Si	0	-0.0004	-0.0028
Si	-0.0016	0.0011	-0.0028
Si	0.001	0	-0.0017
Si	0.0006	0.001	0.0005
Si	0.0004	-0.002	-0.001
Si	-0.001	0.0009	-0.0015
Si	-0.0021	0.0016	-0.0006
Si	-0.0002	0.0036	-0.0037
Si	-0.0005	0.0025	-0.0004
Si	0.0019	0.0003	-0.0003
Si	0.0006	0.0002	-0.001
Si	0.0003	-0.0003	-0.0011
Si	-0.0013	0.0004	0.0028
Si	-0.0008	-0.0016	-0.0017
Si	-0.0004	0.0003	-0.0014
Si	-0.0009	-0.0063	0.0029
Si	-0.0027	0.0015	-0.0001
Si	-0.0022	0.0019	-0.0015
Si	-0.0016	0.0001	0.0005
Si	0.0014	0.0002	0.0011
O	0.0006	0	-0.0011
O	-0.0003	-0.0002	-0.0013
O	0	-0.0006	-0.0005
O	-0.0009	-0.0077	-0.0004
O	-0.0015	0.001	-0.0016
O	-0.002	-0.0013	-0.0042
O	-0.0005	0.0012	-0.0005
O	-0.0005	0.0009	-0.0019
O	-0.0006	0.0008	-0.0015
O	-0.0007	-0.001	0.0027
O	-0.0002	0.0008	-0.0004
O	-0.0021	0.0005	0.0016
O	0.0009	0.0007	0.0023
O	0	-0.0016	-0.0009
O	-0.0017	0.0001	-0.0038
O	-0.0004	-0.0002	0.0029
N	-0.0001	-0.0027	-0.004
O	-0.0007	0	-0.0012
O	-0.0008	0.0028	-0.002
N	0.0002	0.001	-0.0007
O	-0.0021	0.0009	-0.0045
O	-0.0005	0.0001	0.0001
O	0.0004	0.0027	-0.0007
O	0.0014	0.0006	-0.0026
O	-0.0012	0.0008	-0.0001
O	-0.0035	-0.0055	0.0023
N	-0.0017	-0.0029	0.0006
O	-0.0013	0.0003	-0.002
O	-0.0028	0.001	-0.0005
O	0.0003	0.0014	0.0002
O	0.0003	0.0004	-0.0003
O	-0.0004	0.0011	-0.0004
O	-0.0002	0.0026	-0.0011
O	-0.001	0.0007	0.0033
O	-0.0011	0.002	-0.0038
N	0.0019	0.0005	0.0014
N	-0.0017	0.0019	-0.0038
O	0.0003	-0.0017	-0.0015
O	0.001	-0.0004	-0.0009
O	-0.0019	-0.0003	-0.0025
N	-0.001	0.0013	-0.0044
O	-0.0005	0.0004	-0.0009
O	0.0046	0.0001	-0.0004
O	-0.0003	0.0003	-0.0025
O	-0.0003	0.003	0.0008
O	-0.0033	-0.0011	-0.0008
O	-0.0017	0	-0.0006
O	-0.0007	-0.0007	-0.0002
O	-0.0003	-0.0005	-0.0006
O	0.0009	0.0009	0.0008
O	-0.0019	-0.0019	0.0006
O	0.0005	0.0005	-0.0031
O	-0.0011	0.0014	-0.001
O	-0.0001	-0.0006	0.0023
O	0.0023	0	-0.0018
O	0.0002	0.0002	-0.0001
O	-0.0027	0.0024	-0.0018
O	-0.002	0.0027	-0.0044
N	-0.0009	0.0017	0.0002
O	0.0003	0.0002	0.002
O	-0.0019	0.0005	-0.0038
O	0	0	0.0017
O	-0.0006	0.0012	-0.0001
O	-0.001	-0.0012	-0.0018
O	0.0003	0.0003	-0.0023
O	0	0.0005	-0.0023
O	-0.0017	0.0028	-0.0036
O	-0.001	0.0043	-0.0024
O	-0.0023	-0.0002	0.001
O	-0.0012	0.0005	0.0006
N	-0.0005	0.001	-0.0009
O	0.0016	0.0003	-0.0008
O	-0.001	-0.0008	0
O	-0.001	-0.0001	-0.0004
O	-0.003	0.0028	-0.0021
O	-0.0039	-0.0018	-0.0011
O	-0.002	0.0008	-0.0011
O	-0.0005	0.0006	0.0003
O	0.002	-0.0001	-0.0017
O	0.0002	0.0006	0.0002
O	0.0006	0.0001	0.0006
O	0.0026	-0.0022	0.0034
O	0.0042	0.0012	-0.0033
O	0.0017	0.0001	-0.0005
O	-0.0005	-0.0007	-0.0003
O	-0.0012	-0.0002	-0.0009
O	0.0001	0	-0.0001
O	0.0013	-0.0005	0.004
O	-0.0015	0.0035	-0.0002
O	-0.0005	0.0002	-0.0014
O	-0.0001	0.0019	-0.0011
O	-0.0022	0.0008	-0.0009
O	0	0.0001	0.0001
O	-0.0003	0.0009	0.0004
O	0.0023	0.0005	0.001
O	0.001	0.0012	-0.0011
O	-0.0012	0.0018	-0.0032
O	-0.0001	-0.0002	0.0015
O	0.0019	-0.001	0.0021
O	0.0001	-0.0004	0.0009
O	-0.0025	0.0013	0.0011
O	-0.0019	0.0006	-0.0011
O	0	0.0006	0.0005
O	-0.0006	-0.0007	0.0002
O	-0.0008	0.0042	0.0021
O	-0.0005	0.0018	-0.0001
O	0.0008	0.0008	-0.0003
O	-0.0014	0.0001	0.0002

The program warned: the cutoff lies below the one the program advises for these potential files; the forces do not sum to zero within the program's tolerance; empty levels may hold ghost states of the PAW files; the exchange-correlation potential is rough where the density is thin.
